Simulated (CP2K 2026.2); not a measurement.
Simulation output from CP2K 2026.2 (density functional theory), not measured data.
Periodic cell of 510 atoms, Si360O150, from a study of silicon, its oxide and their interface. The atomic structure is a simulated model.
Doubt: the forces sum to 0.54 eV/angstrom along one axis rather than to zero, so they err by at least 0.0011 eV/angstrom per atom on average; the grid cutoff is modest.

Settings
functional: PBE
method: Gaussian and plane waves
basis set: DZVP-MOLOPT-SR-GTH
pseudopotentials: GTH-PBE
grid cutoff: 300 Ry, relative cutoff 40 Ry
k points: Gamma only
occupations: fixed
spin: none
net charge: 0

Cell vectors (angstrom)
a	16.32	0	0
b	0	16.32	0
c	8.0656	-1.7559	34.2772

Atoms and the computed forces on them: element, x, y, z (angstrom), force x, y, z (eV/angstrom)
Si	-1.546	-1.186	1.356	0.153	-0.041	0.706
Si	2.065	0.769	1.535	0.045	-0.033	0.098
Si	-1.519	4.158	1.157	0.078	0.049	0.769
Si	1.801	0.533	-0.734	0.115	0.154	0.538
Si	-0.912	-7.122	1.356	0.183	-0.317	0.542
Si	1.784	-4.348	1.599	0.251	-0.276	0.464
Si	3.793	-0.969	1.62	-0.184	0.181	0.475
Si	6.273	1.941	1.562	-0.033	0.022	0.014
Si	4.553	3.647	1.504	0.203	-0.141	0.576
Si	7.31	6.417	1.487	0.002	0.041	-0.031
Si	3.466	10.146	1.558	-0.068	0.033	0.013
Si	-9.52	-4.406	1.264	0.063	0.183	0.745
Si	-6.323	-1.978	1.465	0.098	-0.119	0.613
Si	-3.776	1.034	1.383	-0.107	0.09	0.732
Si	-7.364	4.671	1.524	-0.185	0.135	0.634
Si	-2.714	8.199	2.605	0.006	-0.01	-0.044
Si	-6.296	-7.303	1.718	0.023	-0.024	0.011
Si	-4.616	-3.705	1.557	-0.159	0.196	0.591
Si	0.114	-0.056	2.653	-0.065	0.045	-0.025
Si	2.837	2.635	2.746	0	0.046	-0.043
Si	-0.031	5.494	2.483	0.001	-0.007	-0.098
Si	2.54	8.298	2.7	-0.002	-0.036	0.011
Si	0.061	-5.472	2.757	-0.008	0.005	-0.032
Si	2.82	-2.7	2.893	0.002	-0.025	-0.004
Si	5.447	0.121	2.832	0.048	0.006	-0.059
Si	-8.253	2.863	2.761	0.045	-0.011	-0.052
Si	5.508	5.452	2.695	-0.03	0.017	-0.069
Si	-8.081	8.056	2.898	-0.023	0.009	-0.001
Si	5.375	10.833	2.775	0.021	-0.015	-0.062
Si	-8.197	-2.866	2.608	-0.01	-0.003	-0.039
Si	-5.424	-0.108	2.637	-0.02	0.009	-0.044
Si	-2.735	2.746	2.643	-0.002	-0.027	-0.059
Si	-4.612	7.279	1.474	-0.073	0.242	0.593
Si	-5.54	5.528	2.765	0.021	-0.025	-0.076
Si	-5.432	-5.469	2.889	-0.001	0.059	0.028
Si	-2.772	-2.721	2.676	-0.012	0.005	-0.036
Si	-1.274	1.403	3.974	0.006	-0.03	-0.036
Si	1.36	4.11	3.888	-0.04	-0.023	0.01
Si	-1.411	6.755	3.975	0.039	0.012	-0.008
Si	1.323	9.542	4.234	0.001	-0.016	-0.002
Si	-1.379	-4.088	4.017	0.026	0.007	0.011
Si	1.321	-1.41	4.158	0.029	0.022	-0.045
Si	4.089	1.368	4.269	0	0.019	-0.037
Si	6.775	4.149	4.226	-0.018	0.026	-0.041
Si	4.028	6.856	3.92	0.01	0.005	-0.011
Si	6.761	9.452	4.087	0.025	0.034	0.009
Si	4.2	12.28	4.208	-0.012	-0.023	-0.016
Si	-9.453	-1.365	3.993	-0.011	-0.072	-0.005
Si	-6.81	1.359	3.934	0.023	-0.001	-0.017
Si	-4.136	4.072	4.002	0.045	0.011	0.026
Si	-6.77	6.779	4.315	-0.043	-0.001	-0.012
Si	-3.95	-6.767	4.131	-0.012	-0.033	-0.015
Si	-6.907	-4.149	4.14	-0.013	0.019	-0.018
Si	-4.076	-1.367	4.11	-0.035	-0.016	-0.003
Si	-2.669	0.034	5.377	0.005	0.005	-0.023
Si	0.037	2.77	5.355	0.005	-0.007	-0.001
Si	-2.749	5.42	5.379	-0.03	0.004	-0.009
Si	-0.075	8.115	5.439	-0.024	-0.022	-0.038
Si	-2.655	-5.416	5.489	0.009	0.026	0.008
Si	-0.046	-2.761	5.459	0.009	-0.047	0.026
Si	2.683	-0.024	5.508	-0.006	0.008	-0.012
Si	5.443	2.753	5.556	0.019	-0.008	0.024
Si	2.711	5.452	5.307	-0.004	-0.012	0.03
Si	5.386	8.114	5.415	-0.002	-0.012	0.026
Si	2.751	10.913	5.501	0.027	-0.015	-0.03
Si	5.53	-2.651	5.49	0.012	0.033	-0.003
Si	-8.123	0.007	5.37	-0.001	-0.007	-0.01
Si	-5.467	2.693	5.365	-0.023	0.028	0.014
Si	-8.163	5.433	5.595	-0.024	-0.013	0.042
Si	-5.352	8.198	5.5	-0.014	0.002	-0.006
Si	-8.229	-5.495	5.493	0.002	-0.003	0.025
Si	-5.469	-2.75	5.428	-0.001	0.024	-0.005
Si	-1.374	-1.347	6.787	0.007	-0.004	-0.001
Si	1.338	1.398	6.791	-0.006	0.019	-0.007
Si	-1.358	4.082	6.739	0.004	-0.001	-0.006
Si	1.349	6.771	6.744	0.04	-0.002	-0.01
Si	-1.351	9.503	6.837	0.007	-0.008	0.02
Si	1.352	12.242	6.828	-0.008	0.021	0.016
Si	4.095	-1.353	6.832	-0.01	-0.011	0.016
Si	6.836	1.339	6.799	0.022	-0.022	0.017
Si	4.032	4.132	6.797	-0.017	0.024	-0.009
Si	6.754	6.812	6.846	-0.013	0.03	0.002
Si	4.086	9.507	6.816	0.01	-0.031	-0.004
Si	6.811	-4.073	6.85	0.006	0.001	0.001
Si	-6.791	-1.349	6.778	0.003	-0.003	-0.006
Si	-4.065	1.368	6.739	-0.017	0	-0.017
Si	-6.782	4.019	6.829	0.021	-0.014	0.007
Si	-4.041	6.782	6.817	-0.005	0.008	-0.002
Si	-6.788	-6.801	6.823	-0.018	0.002	0.006
Si	-4.083	-4.077	6.798	-0.026	-0.017	0.009
Si	-0.013	0.018	8.144	0.011	0.005	0.006
Si	2.7	2.745	8.157	0.019	-0.01	0.005
Si	0	5.426	8.13	-0.01	0.011	-0.003
Si	2.702	8.137	8.139	-0.006	0.004	-0.002
Si	0.014	10.865	8.182	0.025	-0.036	-0.003
Si	2.722	-2.718	8.174	-0.004	0.006	0.007
Si	5.457	0.009	8.172	-0.016	0.018	0.013
Si	8.175	2.682	8.186	0.001	-0.006	0.016
Si	5.4	5.45	8.186	0.015	-0.018	0.012
Si	8.154	-8.155	8.173	-0.005	-0.005	0.005
Si	5.437	-5.443	8.181	-0.003	0.018	0.003
Si	-8.134	-2.706	8.173	0.002	0	-0.006
Si	-5.418	0.005	8.128	0.007	-0.009	-0.01
Si	-2.716	2.725	8.117	-0.004	-0.001	-0.006
Si	-5.422	5.419	8.155	-0.018	0.018	0.001
Si	-2.711	8.15	8.189	-0.008	0.008	0.005
Si	-5.437	-5.43	8.174	0.005	-0.004	0.01
Si	-2.732	-2.705	8.154	-0.001	0.001	0.005
Si	-1.365	1.344	14.93	0.001	-0.003	-0.007
Si	1.367	4.09	14.954	-0.01	0.009	-0.002
Si	-1.349	6.826	14.967	0.013	-0.011	0
Si	1.378	9.552	14.982	0.015	-0.01	-0.006
Si	-1.33	-4.082	14.972	0	0.005	-0.005
Si	1.365	-1.366	14.963	-0.012	0.013	-0.001
Si	4.064	1.354	14.959	-0.006	0.004	-0.003
Si	6.79	4.077	14.962	0.019	-0.017	0.002
Si	4.103	6.82	14.964	-0.005	0.003	-0.003
Si	6.803	-6.8	14.969	-0.007	0.014	-0.001
Si	4.069	-4.094	14.972	0.007	0.005	-0.001
Si	6.784	-1.385	14.966	-0.014	-0.003	0.001
Si	-6.81	1.344	14.943	0	-0.005	0
Si	-4.088	4.086	14.928	-0.005	0.005	0.002
Si	-6.814	6.799	14.93	-0.008	0.01	-0.002
Si	-4.064	9.51	14.963	-0.01	0.001	0
Si	-6.806	-4.094	14.972	0.002	-0.012	-0.001
Si	-4.092	-1.369	14.948	0.006	0	-0.007
Si	-2.728	-0.012	16.293	0.001	0.013	-0.01
Si	-0.012	2.712	16.273	-0.005	0.005	-0.015
Si	-2.731	5.452	16.284	0.005	-0.004	-0.008
Si	0	8.217	16.333	-0.014	0.023	0.005
Si	-2.67	-5.47	16.317	0.019	-0.018	0.006
Si	0.032	-2.728	16.347	0.01	-0.014	-0.002
Si	2.723	-0.016	16.334	0.001	-0.009	0.001
Si	5.398	2.735	16.318	-0.006	0.022	0.009
Si	2.751	5.449	16.302	0.001	-0.026	-0.015
Si	5.452	8.177	16.349	0.016	-0.007	-0.01
Si	2.731	10.893	16.385	-0.016	0	-0.001
Si	5.428	-2.755	16.336	-0.006	0.014	-0.004
Si	-8.153	-0.041	16.303	0.028	-0.002	0.007
Si	-5.451	2.722	16.276	-0.005	-0.011	-0.008
Si	-8.18	5.464	16.308	-0.002	-0.001	0
Si	-5.45	8.142	16.293	-0.017	0.007	-0.01
Si	-8.165	-5.449	16.344	0.009	0	-0.012
Si	-5.462	-2.712	16.32	-0.01	0.014	-0.004
Si	-1.326	-1.325	17.65	-0.012	0.002	0.009
Si	1.394	1.424	17.643	-0.017	0.031	-0.03
Si	-1.436	4.014	17.608	0.011	0.007	-0.004
Si	1.39	6.833	17.604	0.011	0.009	0.006
Si	-1.32	-6.763	17.786	0.027	-0.017	-0.011
Si	1.342	-4.1	17.776	0.009	0.015	-0.007
Si	4.016	-1.46	17.696	-0.043	-0.01	0.013
Si	-9.553	1.319	17.586	-0.017	-0.018	0.012
Si	4.083	4.126	17.732	0.026	0.001	-0.025
Si	-9.571	6.765	17.719	0.007	-0.042	-0.016
Si	4.162	9.58	17.734	-0.025	0.04	0.025
Si	-9.489	-4.056	17.72	-0.003	0.004	-0.031
Si	-6.83	-1.39	17.741	-0.017	-0.011	-0.015
Si	-4.145	1.308	17.628	-0.025	0.007	-0.027
Si	-6.753	4.142	17.616	-0.007	-0.003	0.01
Si	-4.035	6.853	17.653	-0.003	0.022	-0.006
Si	-6.846	9.44	17.667	-0.004	0.013	-0.021
Si	-4.061	-4.097	17.586	-0.009	-0.002	-0.016
Si	0.045	0.086	18.976	-0.019	-0.03	0.042
Si	2.703	2.786	19.068	-0.021	-0.023	0.005
Si	-0.026	5.421	18.816	0.041	-0.012	0.033
Si	2.767	8.18	18.984	0.009	-0.047	0.036
Si	0.005	-5.398	19.242	0.013	-0.005	0.006
Si	2.69	-2.794	19.188	0.043	0.014	0.014
Si	5.432	-0.099	18.931	0.075	0.001	0.031
Si	-8.195	2.761	18.824	-0.015	-0.01	0.038
Si	5.398	5.467	19.187	0.018	0.009	0.002
Si	-8.192	8.064	19.079	0.032	0.036	0.025
Si	5.558	10.931	19.149	-0.029	-0.037	0.017
Si	-8.167	-2.744	19.171	-0.003	0.014	0.008
Si	-5.486	0.002	19.068	0.034	-0.001	0.013
Si	-2.822	2.643	18.988	0.047	0.033	0.031
Si	-5.334	5.471	19.001	-0.038	-0.028	0.044
Si	-2.714	-8.132	19.099	0.009	-0.012	-0.003
Si	-5.426	-5.487	18.883	0.04	-0.01	0.013
Si	-2.7	-2.738	18.925	0.032	-0.047	0.062
Si	-1.396	1.358	20.341	-0.006	-0.012	0.039
Si	1.26	4.194	20.328	0.012	-0.002	0.017
Si	-1.339	6.684	20.272	-0.004	0.003	0.044
Si	1.482	-6.835	20.453	-0.009	0.005	0.082
Si	-1.438	-3.955	20.528	0.035	-0.007	0.044
Si	1.285	-1.293	20.411	0.068	-0.032	0.016
Si	4.122	1.321	20.237	-0.013	0.004	0.037
Si	-9.458	4.026	20.362	0.027	-0.012	0.066
Si	4.003	6.888	20.537	-0.005	0.003	0.054
Si	-9.449	9.471	20.516	0.019	0.035	0.062
Si	4.156	-4.122	20.603	-0.053	0.015	0.008
Si	6.737	-1.344	20.496	-0.045	-0.068	0.012
Si	-6.915	1.465	20.256	0.033	-0.018	0.006
Si	-4.086	4.039	20.412	0.002	-0.025	0.028
Si	-6.716	6.753	20.394	-0.023	-0.032	0.034
Si	-4.091	-6.698	20.387	0.021	-0.017	0.037
Si	-6.736	-4.235	20.35	-0.035	-0.007	0.075
Si	-4.07	-1.434	20.304	-0.042	-0.014	0.093
Si	-2.336	-0.452	21.541	0.268	-0.139	-0.596
Si	-0.485	3.173	21.53	-0.008	0.013	0.035
Si	-2.203	4.895	21.574	0.131	-0.185	-0.592
Si	0.349	7.713	21.507	0.307	-0.207	-0.554
Si	-3.276	-4.877	21.714	-0.068	0.01	0.004
Si	-0.562	-2.066	21.683	-0.031	0.032	-0.014
Si	-5.518	0.748	-5.464	-0.148	-0.091	0.082
Si	5.871	2.21	21.497	0.357	-0.097	-0.579
Si	2.062	6.024	21.626	-0.035	0.058	-0.079
Si	5.093	8.583	21.849	0.026	0.01	0.05
Si	3.318	-6.017	21.787	0.174	-0.133	-0.617
Si	5.149	-2.396	21.951	0.248	-0.247	-0.759
Si	-8.679	0.561	21.523	-0.03	0.059	-0.017
Si	-5.955	3.151	21.588	0.024	0.066	-0.002
Si	-7.638	4.926	21.584	0.209	-0.243	-0.633
Si	-5.709	-7.825	21.646	-0.236	0.15	-0.506
Si	-7.482	-6.079	21.662	0.045	-0.21	-0.708
Si	-5.02	-3.209	21.556	0.291	-0.139	-0.652
Si	1.666	0.49	24.351	0.087	0.014	-0.135
Si	0.201	2.973	23.754	-0.249	0.122	-0.713
Si	2.095	6.114	26.656	-0.102	-0.007	-0.062
Si	1.611	-4.933	24.031	0.164	-0.152	-0.108
Si	5.121	-4.267	-5.07	-0.092	0.047	0.028
Si	-2.518	-0.538	26.983	-0.04	-0.021	-0.045
Si	2.944	-0.136	21.627	-0.172	0.06	-0.722
Si	4.989	3.618	24.099	0.008	-0.071	-0.158
Si	2.463	5.113	23.711	-0.157	0.325	-0.528
Si	-1.994	-5.23	-5.614	-0.034	0.027	0.098
Si	3.828	1.746	26.236	0.005	0.024	-0.169
Si	-7.862	-6.479	24.634	-0.044	-0.028	-0.219
Si	-3.721	0.137	24.377	-0.047	-0.076	-0.163
Si	-0.64	7.32	26.244	-0.004	-0.06	0.028
Si	-1.165	-7.704	-3.976	-0.032	0.017	0.066
Si	-3.198	-5.422	24.01	0.024	0.201	-0.701
Si	-6.972	4.022	26.077	0.025	-0.056	-0.036
Si	-6.013	-1.97	24.338	0.028	0.07	-0.162
Si	2.182	6.835	-0.661	-0.287	-0.387	0.493
Si	-7.91	4.694	-4.142	-0.033	-0.051	0.044
Si	1.774	7.952	-3.59	0.159	0.039	0.11
Si	-8.262	1.863	-5.3	0.008	-0.024	0.071
Si	-4.627	2.634	-1.209	-0.059	0.014	0.026
Si	-4.824	-5.237	-1.177	-0.053	-0.074	0.31
Si	0.147	2.93	-1.045	0.019	0.005	0
Si	4.026	-7.9	26.551	0.026	-0.021	-0.02
Si	-2.853	6.111	-3.873	-0.081	-0.062	0.125
Si	-4.632	1.322	27.94	0.092	0	0.073
Si	-1.858	-3.368	25.936	-0.002	0.066	-0.04
Si	2.708	4.553	-0.856	0.126	0.517	0.136
Si	-7.789	0.512	23.663	0.134	0.368	-0.528
Si	0.335	-2.297	23.835	-0.433	0.198	-0.647
Si	0.846	7.39	1.274	-0.06	0.008	0.005
Si	-10.368	-2.675	25.051	-0.081	0.107	-0.179
Si	-0.903	3.671	-3.918	0.024	-0.042	0.121
Si	-7.668	-3.896	26.063	0.03	0.145	-0.158
Si	-2.147	-6.222	-1.446	-0.051	0.047	0.094
Si	-1.98	4.934	24.644	-0.001	-0.01	-0.145
Si	-0.57	-7.061	24.05	0.05	-0.07	-0.126
Si	-7.39	-6.458	-0.095	0.211	-0.239	0.583
Si	-7.369	3.546	-1.416	-0.064	-0.06	0.18
Si	-10.489	-8.12	24.126	-0.141	0.118	-0.746
Si	-3.516	5.575	-0.786	0.019	0.023	0.016
Si	-3.078	1.515	-3.696	-0.104	0.007	-0.002
Si	-5.284	5.334	-5.815	0.117	0.149	-0.02
Si	-4.084	4.009	26.798	-0.022	-0.056	-0.104
Si	-8.909	5.441	24.447	0.075	-0.003	-0.139
Si	-7.649	-0.728	-4.043	0.008	0.056	0
Si	1.646	-3.265	-3.081	0.028	-0.035	0.015
Si	-7.913	-1.083	-0.947	0.033	-0.04	0.081
Si	4.155	3.806	-3.389	0.072	-0.032	0.039
Si	-9.339	7.651	-0.509	0.143	-0.451	0.512
Si	4.02	-3.062	27.39	0.043	0.033	-0.074
Si	-5.155	-7.599	24.575	0.118	-0.075	-0.086
Si	-8.602	-3.14	-5.907	-0.018	0.08	0.026
Si	-2.325	-1.365	-4.231	-0.093	-0.03	-0.095
Si	4.547	0.886	-2.41	-0.066	0.055	0.048
Si	-7.64	1.558	27.79	0.004	0.086	-0.052
Si	0.529	-2.378	-0.591	0.004	0.008	0.264
Si	-3.217	-4.059	-3.142	0.137	-0.08	0.084
Si	4.285	9.083	-0.309	-0.306	0.346	0.563
Si	-9.328	1.454	-0.571	-0.263	0.202	0.626
Si	-0.053	-2.828	-5.415	-0.019	-0.095	-0.008
Si	4.23	7.517	-5.156	0.015	0.039	-0.067
Si	-10.794	-2.382	-0.589	-0.152	0.047	0.086
Si	2.133	-5.422	27.054	-0.005	0.014	-0.038
Si	-9.706	0.313	25.975	0.067	0.117	-0.186
Si	-10.196	6.312	-3.279	-0.003	0.055	0.057
Si	4.248	-1.917	-3.373	0.105	0.012	0.034
Si	3.402	-5.771	-2.945	-0.024	-0.031	-0.022
Si	-6.023	2.114	23.699	-0.335	-0.149	-0.586
Si	-3.504	-8.157	27.206	-0.001	0.012	-0.138
Si	-1.374	1.367	9.505	-0.015	-0.014	0.002
Si	1.344	4.085	9.526	-0.001	-0.014	0.001
Si	-1.338	6.791	9.521	0.009	0.023	0.006
Si	1.37	9.504	9.527	-0.004	0.013	0.009
Si	-1.364	-4.078	9.508	0.006	-0.005	-0.014
Si	1.358	-1.34	9.508	0.014	0.014	-0.002
Si	4.08	1.38	9.508	0.007	0.018	0.001
Si	6.789	4.068	9.509	-0.016	-0.004	-0.003
Si	4.055	6.808	9.538	0.007	-0.009	-0.001
Si	6.808	-6.791	9.537	0.025	0.013	0.002
Si	4.073	-4.086	9.533	-0.021	-0.022	0.011
Si	-9.515	-1.364	9.529	0	-0.014	-0.005
Si	-6.778	1.333	9.528	0.001	0.004	-0.001
Si	-4.061	4.073	9.512	0.011	0.001	0.004
Si	-6.8	6.783	9.508	-0.014	-0.014	0.001
Si	-4.081	-6.803	9.528	-0.013	-0.027	-0.002
Si	-6.785	-4.067	9.537	0.01	0.02	0.01
Si	-4.083	-1.353	9.519	-0.013	0.013	0.011
Si	-2.72	0.003	10.874	0	0	0.005
Si	-0.012	2.719	10.877	0	0.006	0.002
Si	-2.708	5.435	10.875	0.004	-0.011	-0.002
Si	0.007	8.157	10.89	0.017	-0.016	-0.003
Si	-2.713	-5.44	10.881	-0.016	0.008	-0.005
Si	0.001	-2.716	10.863	-0.008	0.002	-0.004
Si	2.724	0.009	10.87	-0.001	0.003	0.003
Si	5.434	2.723	10.885	0.006	-0.008	-0.001
Si	2.707	5.441	10.893	-0.008	0.014	0.007
Si	5.435	-8.156	10.882	-0.022	0.002	0.001
Si	2.722	-5.448	10.888	0.016	-0.012	0.001
Si	-10.88	-2.724	10.885	0.003	0.006	0.004
Si	-8.152	-0.013	10.889	0.01	-0.002	0.004
Si	-5.43	2.714	10.87	-0.004	-0.007	0.007
Si	-8.167	5.431	10.865	0.005	-0.006	-0.001
Si	-5.446	8.153	10.874	-0.003	0.019	0.002
Si	-8.153	-5.43	10.89	-0.001	0.003	0.006
Si	-5.43	-2.713	10.895	0.001	-0.004	0.002
Si	-1.364	-1.37	12.231	-0.002	0.006	-0.001
Si	1.352	1.355	12.23	-0.002	0.006	-0.007
Si	-1.351	4.089	12.246	-0.007	-0.002	0.004
Si	1.366	6.811	12.256	-0.004	0	0.006
Si	-1.351	9.524	12.246	0.009	-0.003	-0.005
Si	1.365	-4.07	12.23	-0.005	-0.01	-0.01
Si	4.081	-1.355	12.238	-0.008	-0.001	-0.007
Si	6.796	1.353	12.235	-0.005	0.008	-0.008
Si	4.075	4.083	12.249	0.011	-0.006	0.001
Si	6.802	-9.519	12.229	0.003	-0.006	-0.008
Si	4.08	-6.803	12.249	0.006	0.018	0.007
Si	-9.528	-4.088	12.249	0.002	0	0
Si	-6.805	-1.372	12.256	-0.003	-0.005	0.003
Si	-4.075	1.362	12.234	-0.003	-0.004	-0.001
Si	-6.81	4.065	12.223	0.002	0	-0.004
Si	-4.08	6.794	12.227	0.002	-0.002	0
Si	-6.79	9.526	12.24	-0.01	-0.007	0.002
Si	-4.069	-4.083	12.246	0.001	0.01	0
Si	0	-0.019	13.588	-0.014	-0.019	-0.005
Si	2.707	2.712	13.595	-0.02	-0.015	0.004
Si	0.007	5.458	13.609	0.021	0.013	-0.008
Si	2.723	8.171	13.62	-0.005	-0.005	-0.008
Si	0.021	10.892	13.598	0.013	0.016	0.004
Si	2.728	-2.719	13.6	0.017	0.011	-0.001
Si	5.441	-0.002	13.606	0.023	0.011	-0.004
Si	8.147	2.712	13.596	-0.008	-0.014	-0.006
Si	5.446	5.449	13.598	0.005	0.015	0.011
Si	8.157	-8.147	13.586	0.013	0.019	-0.002
Si	5.432	-5.45	13.612	-0.021	-0.025	-0.001
Si	-8.17	-2.739	13.61	-0.009	-0.002	0.008
Si	-5.436	0	13.589	0.003	0.021	0
Si	-2.716	2.725	13.587	0.013	0.01	0
Si	-5.456	5.433	13.573	-0.024	-0.026	-0.007
Si	-2.72	8.154	13.59	-0.016	-0.007	0.005
Si	-5.427	-5.44	13.61	0.01	0.015	-0.002
Si	-2.711	-2.732	13.61	-0.006	-0.009	0
O	-3.574	2.11	-2.292	0.333	0.022	0.153
O	-6.688	-1.743	-0.134	0.332	-0.022	-0.457
O	-2.866	-0.126	23.049	0.171	0.225	0.192
O	-1.061	-3.964	-5.98	0.121	0.081	-0.349
O	-5.009	8.035	23.095	0.429	-0.274	0.186
O	2.392	0.696	22.914	0.128	0.633	0.179
O	-8.484	0.663	-4.219	-0.672	0.114	0.497
O	-3.037	-2.476	-3.304	-0.312	0.457	0.625
O	-9.383	-7.027	24.628	-0.087	0.264	0.207
O	-2.631	-0.042	0.868	0.16	0.015	-0.479
O	-3.149	-4.75	-4.597	-0.628	-0.134	0.106
O	3.986	-1.27	22.191	-0.195	0.04	0.459
O	-10.67	-2.783	23.46	0.114	-0.191	0.24
O	-8.034	5.405	23.096	0.029	0.407	0.254
O	-9.802	6.77	24.458	-0.109	-0.068	0.211
O	-6.763	-7.662	24.822	-0.231	-0.491	0.279
O	-5.613	-2.804	23.026	-0.399	-0.257	0.281
O	1.69	-4.854	25.621	-0.376	0.399	-0.036
O	5.054	-2.581	-2.122	-0.019	-0.557	-0.034
O	1.246	-3.562	0.255	-0.056	0.144	-0.006
O	-4.185	5.794	-4.724	-0.192	-0.099	-0.07
O	-1.352	-6.353	-0.043	-0.034	0.325	-0.015
O	5.25	4.958	-3.135	0.097	-0.062	0.554
O	4.019	4.069	-0.01	-0.07	0.198	-0.195
O	-8.972	1.002	24.7	-0.2	0.434	-0.293
O	1.401	3.717	-0.375	-0.186	0.178	0.514
O	-6.347	-5.729	-1.099	0.051	-0.128	-0.533
O	-8.687	0.466	27.22	-0.033	-0.397	0.362
O	-7.672	-1.24	-2.526	0.132	-0.203	-0.284
O	-2.11	-6.619	24.234	-0.052	-0.072	0
O	-4.38	6.75	-0.076	-0.147	-0.032	-0.526
O	-0.896	-1.954	0.055	-0.236	-0.316	-0.281
O	-6.715	1.781	-5.8	0.213	0.247	-0.329
O	-4.319	4.183	-0.884	-0.128	0.056	-0.046
O	-4.73	-1.078	24.75	0.171	-0.214	0.578
O	5.286	7.547	-3.92	0.097	0.465	0.095
O	-0.386	3.644	-2.385	0.102	0.595	0.149
O	-7.025	4.285	-0.03	0.323	-0.002	-0.245
O	-2.929	-1.241	-5.726	0.362	0.034	-0.266
O	-9.89	4.166	24.532	0.088	-0.23	0.148
O	3.637	3.806	-4.905	-0.167	0.121	-0.242
O	-1.151	-6.41	-4.928	0.323	0.058	-0.218
O	-4.378	-4.263	0.036	0.407	0.147	-0.412
O	-1.687	5.046	-4.19	0.054	0.028	-0.427
O	-4.586	1.488	24.172	0.346	0.24	-0.111
O	-4.502	1.717	0.102	-0.531	-0.063	-0.292
O	-1.206	6.223	25.208	-0.182	0.191	0.075
O	-6.119	-0.412	-4.489	0.203	-0.191	0.397
O	4.462	-7.988	24.993	-0.481	0.036	-0.227
O	2.118	5.971	25.04	-0.399	0.346	0.011
O	-1.44	-7.276	-2.437	0.267	-0.402	0.206
O	2.707	0.813	25.541	-0.018	-0.391	0.224
O	-0.067	-7.705	25.443	0.32	0.133	0.241
O	-0.677	-2.813	24.986	0.195	-0.077	-0.058
O	-3.264	4.536	25.524	-0.209	-0.053	-0.233
O	0.357	3.553	-4.914	0.491	-0.053	0.176
O	-2.503	5.263	23.15	-0.456	0.208	0.143
O	4.112	-7.423	-5.986	-0.299	0.218	0.109
O	1.617	7.319	-2.111	-0.506	-0.016	-0.017
O	-7.709	-3.703	27.659	0.177	0.589	0.401
O	-2.915	-4.153	24.988	-0.339	0.091	-0.11
O	3.118	-1.713	27.469	-0.138	0.362	-0.421
O	-4.302	8.033	25.782	0.295	-0.538	-0.085
O	-0.972	2.999	0.121	-0.2	-0.617	-0.294
O	-1.92	7.79	27.117	0.086	-0.075	0.432
O	0.409	-2.957	-2.091	-0.474	-0.438	-0.427
O	-4.643	-6.056	24.431	-0.386	0.371	0.011
O	3.323	2.285	27.664	0.157	-0.291	0.438
O	-3.129	6.076	-2.271	-0.024	0.402	-0.016
O	2.914	-6.785	26.81	-0.104	-0.148	-0.129
O	-9.725	6.774	-1.806	-0.023	-0.182	-0.064
O	-8.483	-5.35	0.414	0.034	-0.102	-0.093
O	4.13	-6.387	-1.662	0.358	0.382	-0.049
O	0.571	1.402	-1.373	-0.164	-0.065	-0.375
O	-9.579	-4.172	-5.127	0.493	-0.495	0.384
O	-6.627	4.95	-5.043	0.052	0.212	0.158
O	-7.903	5.292	25.707	-0.161	0.553	0.193
O	3.111	-4.343	27.727	-0.006	-0.058	0.378
O	-4.675	-4.381	-2.537	-0.591	0.015	-0.617
O	-2.64	0.234	25.566	0.417	0.351	0.047
O	3.598	7.613	-0.433	0.312	-0.208	-0.293
O	2.778	7.111	-4.544	-0.15	-0.404	-0.315
O	-10.519	0.738	-1.403	-0.035	-0.491	0.041
O	0.273	-5.752	23.628	-0.144	0.203	-0.402
O	-2.489	0.036	-3.471	0.282	-0.129	0.444
O	4.578	-5.286	-3.94	0.437	-0.286	0.129
O	-2.248	5.291	0.202	0.349	0.364	-0.062
O	-9.311	-1.762	-0.528	0.221	-0.215	-0.008
O	-9.066	-3.558	25.343	-0.212	-0.329	-0.46
O	-6.454	-2.998	25.495	0.392	-0.286	0.403
O	4.066	4.833	23.563	0.339	0.517	-0.098
O	0.282	7.941	-4.181	-0.107	-0.547	-0.636
O	-6.157	0.958	27.561	-0.025	-0.478	-0.249
O	-8.58	3.292	-4.62	-0.475	-0.057	0.101
O	5.382	-7.571	27.345	0.22	-0.027	-0.318
O	1.101	-3.575	-4.566	0.187	-0.352	-0.336
O	1.472	-3.42	23.498	0.248	0.203	-0.353
O	1.448	-1.051	-0.709	0.378	-0.096	-0.432
O	4.162	3.031	25.335	-0.413	0.54	-0.006
O	-0.784	-1.783	-4.422	0.46	0.387	0.497
O	-0.932	3.705	24.655	0.074	-0.125	0.607
O	-1.263	-4.409	27.01	-0.041	-0.134	-0.157
O	1.104	-1.013	24.455	0.182	-0.063	0.375
O	-10.616	-3.79	0.196	-0.467	-0.41	-0.19
O	-3.761	-0.038	27.902	-0.299	-0.495	0.149
O	-1.894	2.446	-4.241	0.019	-0.135	-0.267
O	-10.472	-7.58	-0.094	0.282	0.073	0.347
O	-6.148	2.53	-1.758	0.095	-0.362	-0.084
O	-7.68	-5.663	23.24	-0.066	0.679	0.122
O	-10.025	-1.196	25.559	-0.023	-0.089	0.304
O	-2.553	-2.137	26.727	-0.293	-0.185	0.217
O	2.376	4.724	27.406	-0.088	0.003	0.021
O	4.406	-1.474	0.159	-0.229	0.236	-0.02
O	-7.486	-5.474	25.825	0.187	-0.284	0.516
O	5.226	2.484	22.985	-0.219	-0.402	0.17
O	4.686	-3.204	25.921	-0.336	-0.396	-0.143
O	2.396	-6.874	-3.554	0.045	0.089	-0.376
O	-7.773	2.985	27.026	-0.472	0.03	0.437
O	-7.469	4.627	-2.592	0.066	0.563	0.161
O	-8.948	5.929	-4.24	-0.012	0.299	-0.231
O	0.626	6.71	27.063	0.059	-0.236	0.439
O	4.719	2.32	-3.115	0.119	0.132	-0.047
O	2.916	4.127	-2.409	-0.539	-0.083	-0.17
O	0.399	1.494	24.384	-0.487	-0.408	0.598
O	3.142	0.813	-1.608	-0.02	0.062	-0.299
O	-8.066	-7.716	-0.883	0.235	-0.19	-0.547
O	-8.799	2.794	-1.322	-0.363	0.267	-0.191
O	-3.748	-6.479	-1.196	0.039	-0.374	0.183
O	-7.274	-0.993	24.062	-0.373	-0.108	-0.105
O	4.595	-2.762	-4.722	-0.074	0.389	-0.621
O	-8.3	-1.857	-4.981	-0.23	0.086	0.082
O	2.654	-1.999	-3.136	-0.403	0.396	0.238
O	-8.035	0.467	-0.516	0.603	0.289	-0.012
O	5.214	0.958	26.414	0.037	-0.127	0.379
O	-3.645	-6.635	27.781	-0.082	0.373	-0.294
O	-6.51	3.266	24.73	-0.019	0.17	0.03
O	-1.14	-0.114	27.695	0.27	-0.041	-0.233
O	-2.328	7.563	-4.351	-0.191	0.153	-0.538
O	-2.098	-4.739	-2.146	0.455	0.405	0.095
O	-4.308	1.514	-4.734	0.212	0.336	-0.46
O	1.648	3.712	23.874	0.104	-0.397	-0.007
O	0.842	-5.646	27.993	0.132	-0.399	0.143
O	4.628	-0.343	-3.473	0.083	-0.122	-0.503
O	-5.612	4.549	26.767	-0.014	0.254	0.421
O	3.342	7.055	27.059	0.476	-0.266	0.392
O	2.893	-5.631	23.342	0.215	-0.118	0.361
O	2.486	-4.519	-2.521	-0.074	0.093	0.284
O	-4.05	2.398	26.876	0.364	-0.146	-0.381
O	4.81	6.37	-6.132	0.58	0.082	0.265
O	-0.388	8.135	22.916	-0.346	0.024	0.364

Results
total energy: -104288.002 eV
total energy less fixed offsets of O -438.25, Si -107.07 eV per atom: -5.302 eV
